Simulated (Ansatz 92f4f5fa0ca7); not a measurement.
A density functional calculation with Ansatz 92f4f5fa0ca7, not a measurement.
Periodic cell of 184 atoms, Si120O64, from a study of silicon, its oxide and their interface. The atomic structure is a simulated model.
This geometry differs little from another in the collection (a relaxation step or a small displacement).

Settings: functional r2SCAN; potential files Ansatz PAW; basis plane waves; wave-function cutoff 800 eV; density cutoff ratio 5; exchange-correlation grid ratio 1; k mesh 1 x 1 x 1, shifted by 0.5 0.5 0 of a step; self-consistency stop 1e-10 eV per atom in the density residual; occupations fixed; spin none; net charge 0.

Cell vectors (angstrom)
a 10.88 0 0
b 0 10.88 0
c 0 0 27.228

Atoms: element, x, y, z (angstrom)
Si 0.4331 -0.1942 -0.121
Si 2.9735 2.409 0.2135
Si -0.0883 5.5244 -0.2172
Si 2.5933 8.4254 0.0427
Si 5.031 0.1087 0.0318
Si 7.7755 2.7621 -0.2434
Si 5.8596 5.3078 0.0018
Si 8.5168 7.7238 -0.0782
Si 1.4502 1.2198 1.4674
Si 4.1763 4.1286 1.2106
Si 1.4095 6.7325 1.1594
Si 4.0302 9.5019 1.5106
Si 6.7508 1.2317 1.1871
Si 9.5718 3.8821 1.0085
Si 6.9724 6.7566 1.4168
Si 9.6022 9.4978 1.0468
Si -0.0008 2.6635 2.5597
Si 2.728 -0.0653 2.8886
Si 0.0323 8.1247 2.5254
Si 2.7656 5.4234 2.5635
Si 5.4767 2.6865 2.592
Si 8.2006 -0.0822 2.4872
Si 5.5103 8.1143 2.665
Si 8.2967 5.2596 2.5975
Si 1.3696 4.0619 3.906
Si 4.1176 1.3911 4.0395
Si 1.3095 9.4237 4.0495
Si 4.1035 6.7583 3.9675
Si 6.8493 4.0069 3.9638
Si 9.5068 1.3078 3.9041
Si 6.8568 9.5098 3.9561
Si 9.5769 6.743 3.9179
Si -0.0422 -0.0273 5.3272
Si 2.7054 2.7353 5.3341
Si 0.0494 5.4257 5.3059
Si 2.7358 8.1062 5.3417
Si 5.4832 -0.0057 5.3266
Si 8.178 2.6568 5.3178
Si 5.4658 5.3957 5.3071
Si 8.1902 8.1131 5.2937
Si 1.3266 1.3601 6.6682
Si 4.0701 4.0894 6.6858
Si 1.3701 6.786 6.6958
Si 4.0799 9.5178 6.6579
Si 6.8063 1.3467 6.6941
Si 9.5273 4.0688 6.6405
Si 6.7962 6.7902 6.6651
Si 9.4902 9.5058 6.6915
Si -0.0299 2.7282 8.037
Si 2.689 -0.0132 8.0065
Si -0.0102 8.1578 8.0319
Si 2.7207 5.4591 8.048
Si 5.4337 2.7181 8.0217
Si 8.1324 -0.0033 8.0548
Si 5.4336 8.1742 8.0261
Si 8.1663 5.4312 8.0117
Si 1.2958 4.1499 9.3687
Si 4.0404 1.3639 9.3406
Si 1.315 9.5368 9.3992
Si 4.0692 6.8324 9.3942
Si 6.8018 4.0801 9.3765
Si 9.4649 1.3843 9.4051
Si 6.767 9.542 9.4117
Si 9.4837 6.8277 9.3884
Si -0.0968 0.0019 10.7515
Si 2.6693 2.7685 10.6216
Si -0.0641 5.4994 10.7862
Si 2.6729 8.1712 10.7525
Si 5.3926 0.0424 10.7405
Si 8.1327 2.756 10.8077
Si 5.4723 5.4796 10.7054
Si 8.1371 8.193 10.7659
Si 1.2405 1.4937 11.9433
Si 4.0491 4.1123 11.9399
Si 1.2908 6.8586 12.1581
Si 4.0278 9.5526 12.0676
Si 6.7264 1.4017 12.138
Si 9.4431 4.1856 12.1914
Si 6.8041 6.8282 12.1227
Si 9.4359 9.5375 12.2034
Si -0.0529 2.8017 13.4556
Si 2.5953 0.126 13.202
Si -0.0231 8.2025 13.6248
Si 2.6939 5.3995 13.3263
Si 5.3595 2.8409 13.3953
Si 7.9849 0.0228 13.5671
Si 5.3651 8.1629 13.4199
Si 8.1377 5.5486 13.648
Si 1.6437 3.852 14.7278
Si 3.7608 1.5962 14.5427
Si 1.0282 10.0551 14.616
Si 4.1466 6.6037 14.6692
Si 6.3982 4.4467 14.7901
Si 9.5756 1.2881 14.7274
Si 6.8965 9.1922 14.8515
Si 9.3146 7.1224 15.0955
Si 2.8599 2.0244 18.5562
Si 1.5496 4.8056 17.6857
Si -0.9363 6.4904 18.2532
Si 5.6278 -1.8203 17.8024
Si 5.0896 0.9377 17.1789
Si 7.642 9.607 19.9283
Si 3.1601 7.4308 17.463
Si 11.4956 1.1239 24.2904
Si 1.6488 10.0681 17.5492
Si 10.1565 0.1203 19.0714
Si 7.6746 2.513 16.888
Si 4.2325 3.8989 23.5237
Si 2.9818 10.736 23.0705
Si -4.241 7.1153 24.8929
Si 6.895 1.1695 21.4292
Si 6.8131 5.1509 22.7951
Si -0.9915 7.8214 20.8417
Si 4.1193 1.9398 21.3249
Si 0.3774 10.1548 21.924
Si 4.4973 8.9744 25.0469
Si 8.9666 2.5981 19.6224
Si 6.8247 2.4932 24.0954
Si 1.5034 14.6773 25.0223
Si 8.6777 16.2277 20.4886
O -0.1505 0.2537 -4.0983
O 1.9775 -0.7158 -5.2703
O 1.9812 2.9335 -0.9437
O -1.2279 6.6439 -0.5739
O -3.4789 6.3626 -3.5376
O -3.2127 7.9962 -1.4451
O 1.5054 9.514 -0.5497
O 3.5433 9.5211 -3.3226
O 4.0243 1.3231 -0.4103
O 7.6756 2.151 -1.7835
O 8.2471 1.7413 -6.4469
O 5.6634 2.0708 -6.3732
O 5.7457 6.0841 -1.4329
O 6.8566 4.0875 -0.3809
O 5.2748 10.1398 -1.3478
O 10.9274 11.4967 -1.4976
O 1.2375 4.6368 16.0992
O -7.8257 1.8259 20.1392
O 4.4237 0.6959 15.7274
O 2.6872 2.6659 15.1928
O 1.8784 9.8582 15.9755
O -0.1711 11.059 15.1155
O 3.2389 7.3169 15.8375
O 7.24 5.289 21.2361
O 5.2653 5.5438 15.2816
O 11.0501 5.3086 18.351
O 8.9924 2.0068 16.0846
O 10.3998 7.7136 19.2684
O 8.1746 8.2637 15.2275
O 6.1757 9.3058 16.3037
O 12.891 3.3709 18.2769
O 9.7545 6.8402 16.6706
O 9.4293 3.929 20.3836
O -0.1113 -0.1615 20.5192
O 5.1948 5.111 23.0102
O 4.6639 7.7779 17.9288
O -2.2526 10.4957 18.996
O 4.1325 11.5176 22.2817
O 2.2559 8.6485 18.0844
O 2.8815 -6.5427 24.3225
O 10.1751 1.7392 18.9612
O 2.6507 5.9758 17.9726
O 6.7491 10.5258 20.9128
O 4.915 10.4946 18.109
O 5.2356 2.8783 24.3484
O 6.9957 3.7676 16.1424
O 0.0881 10.2137 17.9326
O 5.5886 -2.752 24.2433
O 10.8146 -2.2871 21.9201
O 13.1267 0.6243 18.0135
O -2.8807 2.9874 18.389
O 3.591 -2.8393 26.0288
O 6.7483 8.7636 18.9037
O 6.6469 1.2726 16.959
O 0.5465 2.7606 24.1753
O -2.4109 8.5922 20.8506
O 2.1989 11.7007 24.1076
O 0.6037 15.9042 25.5978
O 6.9486 1.2526 23.0523
O 4.3294 2.1811 17.8809
O 8.5749 5.9396 18.9632
O 3.6551 14.0835 22.1921
O 7.4704 3.7838 23.3605
O 9.6594 -4.5704 21.3532

Results
free energy: -113256.362 eV
free energy less fixed offsets of O -570.45, Si -639.56 eV per atom: -0.362 eV

Forces (eV/angstrom), in the order of the atoms: element, x, y, z
Si -0.0123 -0.0095 0.0218
Si 0.0154 -0.0012 0.017
Si 0.0114 -0.0059 0.0323
Si 0.0011 -0.0051 0.0414
Si -0.0087 0.003 0.0421
Si 0.0275 0.0008 0.0116
Si -0.0078 -0.0034 0.0231
Si 0.019 0.0046 0.0289
Si -0.0011 0.0071 0.0094
Si 0.0017 0.002 -0.0078
Si -0.0087 -0.0026 -0.0087
Si -0.0046 -0.0111 -0.0046
Si 0.0002 -0.0014 -0.0092
Si -0.0001 0.0007 0.0008
Si -0.0013 0.0038 0.0016
Si -0.0049 0.0005 -0.0099
Si 0.005 -0.0009 -0.0019
Si 0.0108 0.0044 0.006
Si 0.0054 -0.0008 0.0077
Si 0.0017 -0.0011 -0.0012
Si -0.0068 -0.0072 0.0097
Si 0.0037 0.0006 0.0009
Si -0.0047 -0.0005 0.0025
Si -0.0011 -0.001 0.0071
Si 0.0024 -0.0021 -0.0027
Si -0.0119 0.0013 -0.0066
Si -0.0009 0.0014 -0.0066
Si 0.0053 0.0001 -0.0026
Si 0.0031 0.0038 -0.0038
Si -0.0002 -0.0045 -0.002
Si -0.0053 0.0009 -0.0032
Si -0.0012 -0.0022 -0.0076
Si 0.0009 0.0013 -0.0012
Si 0.0029 -0.0002 -0.0011
Si 0.0016 -0.0043 -0.0022
Si 0.0014 -0.0006 -0.0016
Si 0.0028 -0.0023 -0.0024
Si 0.0031 0.0011 0
Si -0.0042 0.0002 -0.0007
Si -0.0026 0.0008 0
Si 0 -0.0012 0.001
Si -0.0009 -0.002 -0.0001
Si 0.0045 0.0026 -0.0002
Si -0.0033 -0.0003 0.0001
Si -0.0036 -0.0005 -0.0001
Si -0.0033 -0.0003 0.0018
Si 0.0003 -0.0026 0.0002
Si 0.0046 0.0008 0.0002
Si 0.0053 -0.0012 -0.0014
Si 0.0019 0.0021 -0.0015
Si -0.0012 -0.0006 -0.0003
Si -0.0006 -0.0012 0.0004
Si -0.0012 -0.0022 -0.0004
Si -0.0032 -0.0018 0.0002
Si -0.0013 -0.001 -0.0013
Si -0.0008 0 -0.0032
Si 0.0016 -0.0013 0.003
Si -0.0016 -0.0004 0.0015
Si 0.0009 0.0016 0.0007
Si -0.003 0.0048 0.0021
Si -0.0035 0.0004 0.0014
Si 0.0002 0.0002 0.0008
Si 0.0005 0.002 0.0018
Si 0.0011 -0.0007 0.0005
Si 0.0054 0.0024 0.0091
Si -0.0006 -0.0016 0.0053
Si 0.0036 0.0017 0.0033
Si 0.0027 -0.0047 0.005
Si -0.0024 -0.0009 0.0028
Si -0.001 0.0042 0.006
Si 0.0085 -0.0025 0.0041
Si -0.0048 0.0043 0.0011
Si 0.0001 -0.002 -0.0112
Si -0.004 -0.0007 -0.006
Si 0.0018 0.0003 -0.0069
Si -0.003 0.006 -0.0058
Si -0.0015 -0.0002 -0.0023
Si 0.0037 -0.008 -0.0044
Si -0.0069 -0.0069 -0.0135
Si 0.0032 0.0058 -0.0105
Si -0.0054 -0.0011 0.0092
Si 0.0056 0.0015 0.0004
Si 0.0007 0.0027 0.0029
Si 0.0034 0.0026 0.0046
Si 0.0026 0.0045 0.002
Si -0.0017 -0.0084 -0.0002
Si -0.0003 -0.0013 0.0076
Si -0.0052 0.0057 0.0063
Si -0.0071 -0.0057 -0.0279
Si -0.006 0.0023 -0.0323
Si -0.0132 -0.0061 -0.0273
Si -0.0012 -0.0004 -0.0247
Si 0.0063 -0.0007 -0.0298
Si 0.0112 0.0048 -0.0341
Si -0.0011 0.032 0.0007
Si 0.0157 -0.0099 -0.0052
Si 0.0014 0.0057 -0.0064
Si 0.0022 0.0005 -0.014
Si -0.0024 0.0023 -0.0108
Si -0.0001 0.0038 -0.0127
Si -0.0001 -0.0004 -0.0143
Si 0.0019 0.0005 -0.0056
Si 0.0044 -0.0017 -0.0184
Si 0.0021 -0.0003 0.0117
Si 0.0003 0.0037 -0.0162
Si 0.0024 -0.0028 -0.0074
Si -0.0023 -0.0009 -0.0126
Si 0.0012 -0.0028 0.0039
Si -0.0021 0.0026 0.0066
Si -0.0005 -0.0079 0.0161
Si -0.0026 0.0013 -0.004
Si -0.0003 -0.0051 0.0014
Si -0.0023 0.0009 -0.0009
Si -0.0014 0.0043 -0.0038
Si 0.001 0.0003 -0.0026
Si -0.001 0.0036 0.0192
Si -0.0006 0.0008 -0.004
Si 0.0023 -0.0008 0.0079
Si -0.0026 -0.0022 0.0128
Si 0.0005 0.0015 -0.0014
O -0.004 0.0011 -0.004
O 0.0007 -0.004 -0.0047
O -0.0162 0.001 -0.0039
O -0.0008 0 -0.0105
O -0.0012 0.0046 -0.0033
O -0.0083 -0.0028 -0.0137
O 0.0008 -0.0001 -0.013
O 0.001 -0.0005 -0.0074
O 0.0031 0.0115 -0.0183
O -0.0083 -0.0038 -0.0152
O 0.0006 -0.0027 0.0022
O 0 -0.0018 0.0004
O 0.0022 -0.0013 -0.0188
O -0.0112 -0.0059 0.0006
O 0.0035 -0.0008 -0.0142
O 0.0023 0.0033 -0.0183
O 0.0073 -0.0013 0.0096
O -0.0021 -0.002 0.0066
O 0.0004 -0.0014 0.0173
O -0.0022 -0.0047 0.0186
O 0.0054 0.0038 0.0134
O 0.003 -0.0057 0.0198
O -0.0001 0.0026 0.008
O -0.0035 -0.0011 -0.0022
O 0.0065 0.0113 0.0031
O -0.0085 -0.0056 0.007
O -0.0042 0.0026 0.0087
O 0.0041 0.0019 0.0025
O -0.0069 -0.0227 -0.0204
O -0.0038 -0.0074 0.012
O 0.0049 -0.0019 0.0016
O -0.0068 0.0138 0.0192
O 0.0016 -0.0009 0.0026
O 0.0037 -0.0032 0.0029
O -0.0044 0.0018 0.0023
O -0.0037 -0.0031 0.0128
O -0.0012 0.0032 -0.0047
O 0.0037 0.0005 -0.0005
O -0.0007 0.0005 0.0014
O 0.0083 -0.0002 -0.0025
O 0.0024 0.0004 0.0007
O -0.002 0.0035 0.0103
O -0.0018 0.0002 0.002
O -0.0032 0.0019 0.0052
O -0.0019 -0.0025 0.0009
O -0.0059 0.0022 0.0163
O -0.0023 0.0007 0.0042
O -0.0005 -0.0002 -0.0015
O 0.0021 0.0005 0.0003
O 0.0015 0.001 0.0035
O 0.0023 0.0049 0.0052
O 0.0026 -0.0015 -0.0206
O 0.0037 0.0004 0.0011
O -0.0029 -0.0043 0.0043
O -0.003 -0.0027 -0.0078
O -0.0017 -0.0009 -0.0032
O 0.0008 -0.0019 -0.0025
O -0.0007 0.0001 -0.0211
O 0.0014 -0.0051 -0.0049
O 0.0023 0.0016 0.0044
O -0.005 -0.0009 0.0045
O -0.0001 -0.0014 -0.0057
O 0.0023 0.0036 -0.0009
O -0.0026 -0.0024 -0.0015

The program warned: the cutoff lies below the one the program advises for these potential files; the forces do not sum to zero within the program's tolerance; empty levels may hold ghost states of the PAW files; the exchange-correlation potential is rough where the density is thin.
